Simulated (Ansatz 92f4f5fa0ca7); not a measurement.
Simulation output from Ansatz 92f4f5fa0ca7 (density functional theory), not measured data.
Periodic cell of 237 atoms, Si145O90As2, from a study of silicon, its oxide and their interface. The atomic structure is a simulated model.
Doubt: the cutoff is far below the 930 eV that the study's wrapper takes by default for these files, so forces and energies are approximate.
This geometry differs little from another in the collection (a relaxation step or a small displacement).

Settings: functional PBE; potential files Ansatz PAW; basis plane waves; wave-function cutoff 580 eV; density cutoff ratio 5; exchange-correlation grid ratio 1; k mesh 1 x 1 x 1, Gamma-centred; self-consistency stop 5e-08 eV per atom in the density residual; occupations fixed; spin none; net charge 0.

Cell vectors (angstrom)
a, 11.6015, 0, 0
b, 0, 10.938, 0
c, 0, 0, 32.0622

Atoms and the computed forces on them: element, x, y, z (angstrom), force x, y, z (eV/angstrom)
Si, -0.2225, -0.0557, 23.2761, 0.0045, -0.0016, 0.0038
Si, 3.653, 0.1939, 23.1126, 0.005, 0.0016, -0.0031
Si, 7.531, -0.1226, 23.4502, 0.0016, -0.0074, -0.0007
Si, 1.6702, 1.3736, 23.406, -0.0059, 0.0109, 0.0053
Si, 5.7111, 1.4108, 23.1878, -0.0003, 0.0043, 0.0068
Si, 9.423, 1.2406, 23.3767, -0.006, 0.0069, -0.0087
Si, 0.1279, 5.308, 23.4651, 0.0086, -0.0012, 0.0102
Si, 4.0985, 5.3092, 23.4039, -0.0002, -0.0002, 0.0042
Si, 8.0032, 5.6229, 23.5301, 0.0021, 0.0032, -0.0003
Si, 2.1251, 6.5776, 23.3486, 0.0038, -0.0031, 0.0151
Si, 5.9357, 6.7865, 23.4934, -0.0026, 0.0012, 0.0027
Si, 9.9862, 6.8728, 23.585, -0.0117, -0.0023, 0.0189
Si, 1.8882, 2.6673, 25.3728, -0.0009, 0.0004, 0.0009
Si, 5.8172, 2.6644, 25.2513, -0.0042, 0.0005, 0.0071
Si, 9.6122, 2.7002, 25.2709, 0.0008, 0.0008, 0.0008
Si, 11.584, 4.0106, 25.3967, -0.0037, 0.0003, -0.0014
Si, 3.8763, 3.9777, 25.3249, 0.0027, -0.0017, -0.0017
Si, 7.725, 4.1083, 25.3368, -0.0038, -0.0069, -0.0029
Si, 1.9541, 8.1505, 25.1781, 0.0025, -0.001, -0.0043
Si, 5.7612, 8.1761, 25.3807, 0.0059, 0.0014, -0.0032
Si, 9.694, 8.2672, 25.4225, 0.0047, -0.0023, -0.0052
Si, 11.6227, 9.5642, 25.2589, 0.0019, -0.0021, 0.0054
Si, 3.8492, 9.5879, 25.0767, -0.0015, -0.0074, 0.0029
Si, 7.6757, 9.5284, 25.409, -0.0008, -0.0001, 0.002
Si, 11.6379, -0.0085, 27.2051, 0.0026, 0.0023, 0.0013
Si, 3.8885, -0.0523, 27.1201, -0.0013, 0.0071, 0.0062
Si, 7.7474, -0.0097, 27.2867, -0.0022, 0.0025, -0.0015
Si, 1.9734, 1.3153, 27.272, -0.0032, -0.0002, -0.0041
Si, 5.8153, 1.3265, 27.2029, 0.0036, 0.002, 0.0002
Si, 9.6841, 1.3368, 27.211, -0.0032, 0.0017, 0.0018
Si, 11.5828, 5.4765, 27.2443, -0.0007, -0.0048, -0.0005
Si, 3.8341, 5.4255, 27.2174, -0.0006, -0.0011, 0.0005
Si, 7.7006, 5.4661, 27.2655, -0.0004, 0.0024, 0.001
Si, 1.9272, 6.832, 27.1744, 0.001, 0.0052, 0.0019
Si, 5.748, 6.8006, 27.2811, -0.0048, 0.001, 0.0006
Si, 9.643, 6.8199, 27.2784, 0.0038, -0.0031, -0.0013
Si, 1.9384, 2.7225, 29.1721, 0.0084, -0.0067, -0.0025
Si, 5.7865, 2.714, 29.1417, -0.0034, -0.004, -0.0101
Si, 9.6732, 2.7264, 29.1471, 0.0074, -0.0012, -0.0081
Si, 0.0062, 4.0962, 29.1659, -0.001, 0.0062, 0.0027
Si, 3.8588, 4.0895, 29.1675, -0.0047, -0.0016, 0.0031
Si, 7.7242, 4.0799, 29.1731, -0.0017, -0.0046, 0.0089
Si, 1.9384, 8.1903, 29.1348, -0.0025, -0.0017, -0.0013
Si, 5.7798, 8.1982, 29.1789, -0.0011, -0.0002, 0.011
Si, 9.6667, 8.2065, 29.1845, -0.005, 0.0021, 0.0114
Si, 0.0042, 9.5633, 29.15, -0.0007, -0.004, -0.0104
Si, 3.8637, 9.5784, 29.1229, 0.0089, -0.0183, -0.017
Si, 7.7245, 9.5473, 29.1909, 0.0045, -0.0001, 0.0039
Si, 0, 0, 31.0965, 0.0487, 0.0157, -0.0811
Si, 3.8672, 0, 31.0965, -0.0409, -0.0415, -0.2638
Si, 7.7343, 0, 31.0965, -0.0305, 0.0773, 0.0986
Si, 1.9336, 1.3673, 31.0965, -0.0168, -0.0583, 0.1023
Si, 5.8008, 1.3673, 31.0965, -0.0069, -0.0302, -0.1128
Si, 9.6679, 1.3673, 31.0965, 0.0086, -0.0815, -0.0545
Si, 0, 5.469, 31.0965, -0.0055, 0.0121, 0.0523
Si, 3.8672, 5.469, 31.0965, 0.0355, 0.0341, 0.0127
Si, 7.7343, 5.469, 31.0965, -0.0139, -0.0154, 0.0061
Si, 1.9336, 6.8362, 31.0965, 0.0171, -0.002, -0.1512
Si, 5.8008, 6.8362, 31.0965, -0.0429, -0.0597, 0.0938
Si, 9.6679, 6.8362, 31.0965, 0.0301, -0.1399, 0.1216
Si, 1.9336, 2.7345, 0.9679, -0.0533, -0.0266, 0.1394
Si, 5.8008, 2.7345, 0.9679, -0.0033, 0.1084, -0.27
Si, 9.6679, 2.7345, 0.9679, 0.0167, 0.0057, 0.051
Si, 0, 4.1018, 0.9679, -0.0426, 0.0257, 0.0031
Si, 3.8672, 4.1018, 0.9679, -0.038, -0.0032, 0.1004
Si, 7.7343, 4.1018, 0.9679, 0.1126, 0.0103, 0.0703
Si, 1.9336, 8.2035, 0.9679, -0.0261, 0.0095, -0.0251
Si, 5.8008, 8.2035, 0.9679, -0.0214, 0.0091, 0.0279
Si, 9.6679, 8.2035, 0.9679, 0.0546, 0.0642, 0.1741
Si, 0, 9.5708, 0.9679, -0.0615, 0.0548, 0.0833
Si, 3.8672, 9.5708, 0.9679, 0.0105, -0.0404, -0.3172
Si, 7.7343, 9.5708, 0.9679, 0.0295, -0.0507, 0.0984
Si, 11.6148, 0.0155, 2.9125, 0.0136, 0.028, 0.0065
Si, 3.8247, 0.0483, 2.835, 0.0032, 0.1287, -0.0517
Si, 7.7526, 0.0088, 2.9061, -0.0018, 0.017, 0.0032
Si, 1.9133, 1.4273, 2.9513, 0.0021, 0.085, -0.0421
Si, 5.8152, 1.3466, 2.8517, 0.0147, 0.0015, -0.0301
Si, 9.6672, 1.378, 2.9225, -0.0052, -0.0058, 0.0061
Si, 11.5875, 5.438, 2.9256, -0.0122, -0.0186, 0.0432
Si, 3.8608, 5.4607, 2.9241, 0.0294, -0.0193, 0.0132
Si, 7.7706, 5.524, 2.8727, -0.053, 0.0007, -0.0181
Si, 1.9112, 6.8014, 2.8722, -0.0091, -0.0024, -0.002
Si, 5.8153, 6.8167, 2.8856, -0.0087, 0.0158, -0.0378
Si, 9.6969, 6.8791, 2.949, 0.0446, 0.0376, 0.0149
Si, 1.9316, 2.5449, 5.0581, -0.0805, -0.0642, 0.0445
Si, 5.8546, 2.9115, 4.6194, -0.1947, -0.0268, -0.1796
Si, 9.6099, 2.8027, 4.8316, 0.0357, -0.0213, 0.0051
Si, 11.6298, 4.0244, 4.8476, 0.0316, 0.0291, -0.0825
Si, 3.8123, 4.0483, 4.8478, -0.0656, -0.0248, -0.0066
Si, 7.771, 4.2748, 4.8637, 0.0601, -0.0646, 0.0685
Si, 1.8962, 8.1424, 4.807, -0.0041, -0.0201, 0.009
Si, 5.7954, 8.2352, 4.7639, 0.0873, -0.0329, -0.0309
Si, 9.6793, 8.2832, 4.9186, -0.0259, 0.0112, 0.0103
Si, 11.6375, 9.6449, 4.8933, 0.024, -0.0104, -0.0397
Si, 3.8284, 9.4752, 4.5924, -0.0018, 0.0917, 0.1271
Si, 7.7269, 9.6283, 4.8804, 0.053, -0.0096, -0.0005
Si, 11.5944, 0.1499, 6.8342, 0.2258, -0.0544, 0.0718
As, 4.0313, -0.41, 6.6929, 0.4132, -0.0626, -0.5964
Si, 7.79, 0.0132, 6.9078, 0.041, -0.16, -0.0237
Si, 2.203, 0.9419, 7.371, 0.1679, -0.6153, 0.7032
As, 5.801, 1.278, 6.3409, -0.1382, -0.0353, 0.31
Si, 9.7028, 1.556, 6.8402, 0.0201, 0.1152, -0.0091
Si, 11.5132, 5.4693, 6.7182, 0.0086, -0.0348, -0.0433
Si, 3.9702, 5.4164, 6.7969, -0.0034, -0.0359, -0.0447
Si, 7.7007, 5.6799, 6.8356, -0.0206, -0.0063, 0.0191
Si, 1.9574, 6.6347, 6.6722, -0.0109, 0.034, 0.0164
Si, 5.7665, 6.992, 6.757, -0.0205, 0.0107, 0.047
Si, 9.7129, 6.9945, 6.932, 0.0175, 0.0211, 0.0202
O, 9.8471, 7.8736, 8.3731, -0.0399, -0.0329, 0.0013
O, 7.4361, 10.0498, 8.2637, -0.0013, 0.0703, -0.0592
O, 7.4, 4.7093, 8.1606, -0.0068, 0.0096, -0.0374
O, 2.4999, 10.825, 8.8235, -0.3576, 0.4398, -0.328
O, 1.9792, 7.5735, 8.0313, 0.0047, -0.0363, -0.0569
O, 4.0913, 4.5567, 8.2414, 0.0294, 0.0292, 0.0071
O, 9.7689, 2.4919, 8.2164, -0.0166, -0.0378, -0.012
O, 2.6978, 2.3584, 8.0865, 0.0738, 0.098, -0.0119
O, 11.4004, 4.6052, 8.1346, -0.0229, -0.0049, 0.0208
O, 5.4403, 2.2987, 7.7715, 0.0079, 0.0233, 0.0219
O, 5.7552, 7.9501, 8.1259, 0.0122, -0.0669, -0.0803
O, 10.9532, 10.2413, 8.1044, -0.1583, -0.027, 0.0251
O, 11.2123, 10.1043, 21.7964, 0.0026, 0.0277, 0.0081
O, 3.2193, 10.681, 21.5416, -0.0049, 0.0018, 0.0056
O, 5.7113, 7.8221, 22.2031, -0.0168, -0.0101, 0.0161
O, 4.2128, 4.4672, 21.9553, -0.0077, 0.0008, 0.008
O, 7.6555, 9.7001, 22.1893, 0.0017, 0.0013, 0.0041
O, 10.3167, 7.6674, 22.1655, -0.0152, -0.0183, 0.0094
O, 1.6057, 2.3899, 22.0922, 0.0282, -0.0328, 0.019
O, 5.9155, 2.4381, 21.8731, 0.0011, -0.0017, 0.0049
O, 8.4012, 4.7074, 22.1996, -0.0029, -0.0014, 0.0169
O, -0.1157, 4.4131, 22.0656, -0.0282, 0.0205, 0.0066
O, 2.2959, 7.3231, 21.8833, 0.0083, -0.007, 0.0419
O, 9.117, 1.8976, 21.88, 0.0026, -0.0044, 0.0086
Si, 1.8062, 7.8126, 9.61, 0.0638, 0.1238, -0.0269
Si, 4.9883, 0.6185, 17.7004, -0.0018, -0.0085, -0.0094
Si, 2.3893, 5.4554, 14.0656, -0.0145, -0.0144, -0.0108
Si, 10.4529, 3.8891, 14.0111, 0.0043, 0.0006, -0.0067
Si, 8.2007, 2.4164, 15.2954, -0.0615, 0.0065, 0.0075
Si, 9.5294, 2.2347, 20.3467, 0.0111, 0.0126, -0.0077
Si, 10.4977, 3.6694, 9.1075, 0.0175, 0.0462, 0.004
Si, 0.0128, 2.2904, 11.5926, 0.0075, -0.018, -0.0123
Si, 10.8874, 8.0972, 15.4489, 0.0025, -0.0028, -0.0171
Si, 5.0958, 6.9583, 14.0329, 0.0005, 0.0014, -0.0127
Si, 5.7185, 2.6499, 11.1629, -0.004, -0.0009, -0.0027
Si, 8.544, 7.6525, 19.3988, 0.0192, 0.0046, -0.0005
Si, 8.0934, 4.8347, 20.61, 0.0002, -0.0011, -0.0158
Si, 5.8414, 9.6109, 15.2169, 0.0028, 0.0019, -0.0057
Si, 2.0709, 7.6476, 20.3108, 0.0059, -0.0136, -0.0015
Si, 1.8481, 4.8984, 18.7737, -0.0193, 0.0091, -0.019
Si, 4.4327, 3.4712, 18.0318, 0.0014, -0.0025, 0
Si, 8.4079, 8.9423, 16.8392, -0.0012, 0.0009, -0.0136
Si, 0.7272, 9.4814, 13.3977, 0.0103, 0.0061, -0.0121
Si, 9.8434, 10.6288, 11.7805, 0.0087, -0.0156, 0.0192
Si, 5.32, 3.7103, 21.0142, 0.0044, -0.0005, 0.0153
Si, 0.4504, 5.5008, 16.2822, 0.0063, 0.0001, -0.0039
Si, 10.611, 9.0917, 9.1865, 0.08, -0.0144, 0.0171
Si, 6.5336, 8.9026, 21.3049, 0.005, 0.0049, 0.0027
Si, 7.0027, 7.2133, 11.4729, -0.0064, 0.0354, -0.0037
Si, 2.5986, 0.7472, 12.4547, 0.0225, -0.0285, 0.0162
Si, 10.8559, 8.6994, 21.0317, -0.0152, 0.0085, -0.0137
Si, 5.9909, 4.3993, 15.6939, 0.0081, 0.0031, -0.0006
Si, 7.0148, 0.5177, 13.0318, -0.002, -0.0053, -0.0234
Si, 4.1483, 2.9475, 8.558, -0.042, -0.0529, -0.0792
Si, 0.8072, 6.812, 11.9274, 0.0225, 0.0151, -0.0281
Si, 6.3002, 9.1524, 9.0867, -0.1027, 0.0772, 0.0561
Si, 0.6389, 3.2841, 21.1463, -0.0406, -0.0258, 0.006
Si, 9.687, 6.5645, 12.8855, -0.002, 0.0157, -0.0115
Si, 7.6971, 4.6076, 9.7618, 0.0095, -0.0032, 0.0219
Si, 3.964, 10.0671, 20.2121, -0.0013, -0.0067, -0.0024
Si, 4.1648, 3.0881, 13.6089, 0.0024, -0.0132, 0.0108
Si, 3.5288, 10.1673, 9.9036, -0.2114, -0.0473, -0.2476
Si, 8.0065, 0.8063, 18.0527, 0.0041, -0.0075, -0.0105
O, 11.4239, 3.2488, 12.8839, -0.0237, 0.0285, 0.0319
O, 9.3228, 4.4941, 9.9074, 0.014, -0.002, -0.0025
O, 8.7846, 3.5893, 19.85, 0.0034, -0.0085, 0.0052
O, 3.9928, -0.0317, 18.8212, -0.0038, 0.0074, -0.0054
O, 11.2094, 4.5363, 15.293, -0.0097, -0.0109, -0.0112
O, 9.7332, 9.7347, 10.4065, -0.0299, -0.0136, 0.0018
O, 3.6768, 1.5571, 13.3717, 0.0079, 0.0132, 0.0267
O, 0.5642, 8.9541, 14.9287, -0.0123, -0.0094, 0.0234
O, 6.4252, 1.0391, 18.3844, 0.0033, 0.004, 0.0036
O, 4.6784, 3.1833, 19.6227, -0.0115, -0.0123, -0.0261
O, 6.2211, 1.2221, 11.7844, 0.0138, 0.0022, -0.0024
O, 0.4257, 8.6467, 9.8405, -0.1262, -0.0185, -0.027
O, 5.5918, 4.3687, 17.2858, 0.0015, 0.004, 0.01
O, 8.3613, 7.2972, 12.3451, 0.0162, 0.0066, -0.0144
O, 4.4522, 2.5749, 10.1182, 0.0303, 0.038, -0.0118
O, 1.9351, 5.6867, 15.611, 0.0008, -0.0029, -0.0017
O, 3.4347, -0.0446, 11.3306, 0.0374, 0.1393, 0.454
O, 5.8079, 7.1869, 12.5779, -0.0473, -0.0109, 0.0507
O, 2.2055, 6.3868, 19.3083, 0.0048, -0.0279, -0.0206
O, 0.5551, 4.8793, 17.7802, 0.0081, -0.0066, 0.0148
O, 8.3633, 10.751, 12.4452, 0.0042, 0.0001, -0.0036
O, 5.1154, 10.1948, 9.4976, 0.1467, -0.0508, -0.0994
O, 0.5756, 8.2582, 20.195, -0.0298, 0.0209, -0.0334
O, 9.6464, 2.6258, 14.6213, 0.0834, 0.0277, -0.0462
O, 1.8145, 10.6727, 13.452, -0.0036, 0.0154, 0.0315
O, 9.8569, 9.1285, 16.1419, -0.0092, -0.0011, 0.0097
O, 6.0723, 10.3569, 13.781, -0.0096, -0.0148, 0.0094
O, 7.3249, 1.6051, 14.1994, -0.0136, 0.0244, 0.0162
O, 1.6043, 3.9656, 20.0608, 0.0356, 0.0131, -0.0295
O, 5.8779, 5.8687, 14.9877, 0.0019, 0.0083, 0.0013
O, 7.2551, 8.9493, 15.7036, 0.0136, -0.003, 0.0131
O, 1.5065, 1.6748, 11.6926, -0.0068, 0.022, -0.0145
O, 6.8923, 8.4911, 10.4585, -0.0393, 0.0634, -0.0083
O, 4.2729, 2.0224, 17.285, -0.0067, 0.0016, -0.0004
O, 7.0021, 3.2828, 10.3921, 0.0146, 0.0137, 0.0253
O, 11.3587, 6.9571, 16.4995, -0.0093, 0.012, 0.0045
O, 8.1691, 10.1579, 17.8559, -0.0009, 0.0136, 0.013
O, 3.1244, 8.5986, 10.1196, 0.0283, -0.0021, -0.0082
O, 7.5278, 3.8762, 15.5711, -0.0113, 0.0014, 0.0067
O, 3.0667, 4.3159, 17.8902, 0.0134, -0.0059, -0.0052
O, 2.7894, 3.9237, 13.7442, -0.0226, 0.0379, 0.0052
O, 1.2871, 8.28, 12.4583, 0, -0.0193, -0.0048
O, 1.1243, 5.7439, 13.0953, 0.011, -0.0014, 0.0074
O, 4.8813, 8.3421, 14.8745, 0.0021, -0.0012, 0.0066
O, 11.153, 2.3833, 20.3242, -0.0122, -0.0055, 0.0049
O, 10.8651, 9.9485, 12.8489, -0.0158, 0.0025, -0.0065
O, 5.1484, 3.5775, 12.3872, 0.01, 0.0017, -0.0031
O, 5.0111, 3.3151, 14.9682, 0.007, 0.0033, 0.0161
O, 6.4627, 4.7855, 20.528, 0.0141, 0.019, 0.0035
O, 8.3928, 1.6059, 16.689, 0.0072, -0.028, 0.0574
O, 10.4243, 1.1795, 11.4667, 0.0064, 0.0128, -0.0095
O, 10.8, 6.7098, 11.6955, 0.0057, -0.0027, -0.0011
O, 3.2358, 8.6699, 19.8349, 0.0491, 0.0408, -0.007
O, 1.6203, 6.4774, 10.544, -0.0205, -0.0002, 0.0334
O, 7.1374, 8.1383, 20.0281, -0.0101, 0.0005, -0.0097
O, 8.4061, 7.5969, 17.7712, -0.0032, 0.0022, -0.0186
O, 3.6083, 6.4324, 13.6838, 0.0229, 0.0131, -0.0027
O, 9.4695, 4.9955, 13.2958, -0.0003, -0.0215, 0.0068
O, 5.5094, 9.9909, 20.7029, 0.0048, 0.0141, 0.0036
O, 10.1585, 7.3644, 14.2036, -0.0044, 0.0133, 0.0328
O, 8.7769, 6.1406, 19.9378, 0.0038, -0.0162, 0.0131
O, 7.0612, 5.8749, 10.5492, 0.0069, -0.0162, -0.0231
O, 5.2115, 10.579, 16.3909, 0, 0.0031, 0.0083
O, 9.013, 1.1254, 19.2856, -0.0028, -0.0069, -0.0066
O, 11.5562, 3.1195, 10.1982, -0.0114, -0.0044, -0.007
O, 9.7029, 8.7032, 19.8778, -0.019, -0.0046, -0.0041

Results
free energy: -153071.626 eV
free energy less fixed offsets of As -4856.12, O -568.88, Si -635.61 eV per atom: 3.264 eV

The program warned: the cutoff lies below the one the program advises for these potential files; the exchange-correlation potential is rough where the density is thin.
